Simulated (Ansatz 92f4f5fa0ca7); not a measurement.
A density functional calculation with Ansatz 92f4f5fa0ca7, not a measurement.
Periodic cell of 219 atoms, Si133O78N8, from a study of silicon, its oxide and their interface. The atomic structure is a simulated model.
Doubt: the cutoff is far below the 930 eV that the study's wrapper takes by default for these files, so forces and energies are approximate.

Settings: functional PBE; potential files Ansatz PAW; basis plane waves; wave-function cutoff 580 eV; density cutoff ratio 5; exchange-correlation grid ratio 1; k mesh 1 x 1 x 1, Gamma-centred; self-consistency stop 5e-08 eV per atom in the density residual; occupations fixed; spin none; net charge 0.

Cell vectors (angstrom)
a  10.938  0  0
b  0  10.938  0
c  0  0  31.3716

Atoms: element, x, y, z (angstrom)
Si  0.219  -0.393  24.0432
Si  5.0614  0.2339  23.7471
Si  2.9385  2.5661  23.9245
Si  7.8325  3.1093  23.739
Si  -0.5172  5.6951  23.8518
Si  5.5538  5.2754  23.8252
Si  2.5637  8.3216  23.9088
Si  8.2867  8.0107  23.7657
Si  1.3095  1.3727  25.2382
Si  6.8064  1.3441  25.0497
Si  4.0906  4.0985  25.2706
Si  9.3496  4.1767  25.2628
Si  1.3102  6.7102  25.1409
Si  6.7798  6.83  25.1649
Si  4.0375  9.6123  25.2934
Si  9.4504  9.5066  25.2232
Si  2.6971  0.0369  26.6331
Si  8.1541  0.0246  26.5377
Si  -0.0722  2.7835  26.5387
Si  5.487  2.7031  26.5608
Si  2.7065  5.4544  26.5806
Si  8.1074  5.5387  26.6408
Si  -0.0139  8.167  26.553
Si  5.463  8.2287  26.5516
Si  4.1018  1.3673  27.9533
Si  9.5708  1.3673  27.9533
Si  1.3673  4.1018  27.9533
Si  6.8362  4.1018  27.9533
Si  4.1018  6.8362  27.9533
Si  9.5708  6.8362  27.9533
Si  1.3673  9.5708  27.9533
Si  6.8362  9.5708  27.9533
Si  0  0  29.3206
Si  5.469  0  29.3206
Si  2.7345  2.7345  29.3206
Si  8.2035  2.7345  29.3206
Si  0  5.469  29.3206
Si  5.469  5.469  29.3206
Si  2.7345  8.2035  29.3206
Si  8.2035  8.2035  29.3206
Si  1.3673  1.3673  30.6878
Si  6.8362  1.3673  30.6878
Si  4.1018  4.1018  30.6878
Si  9.5708  4.1018  30.6878
Si  1.3673  6.8362  30.6878
Si  6.8362  6.8362  30.6878
Si  4.1018  9.5708  30.6878
Si  9.5708  9.5708  30.6878
Si  2.7345  0  0.6835
Si  8.2035  0  0.6835
Si  0  2.7345  0.6835
Si  5.469  2.7345  0.6835
Si  2.7345  5.469  0.6835
Si  8.2035  5.469  0.6835
Si  0  8.2035  0.6835
Si  5.469  8.2035  0.6835
Si  4.1018  1.3673  2.0507
Si  9.5708  1.3673  2.0507
Si  1.3673  4.1018  2.0507
Si  6.8362  4.1018  2.0507
Si  4.1018  6.8362  2.0507
Si  9.5708  6.8362  2.0507
Si  1.3673  9.5708  2.0507
Si  6.8362  9.5708  2.0507
Si  0  0  3.418
Si  5.469  0  3.418
Si  2.7345  2.7345  3.418
Si  8.2035  2.7345  3.418
Si  0  5.469  3.418
Si  5.469  5.469  3.418
Si  2.7345  8.2035  3.418
Si  8.2035  8.2035  3.418
Si  1.4277  1.3203  4.7251
Si  6.845  1.4046  4.8683
Si  4.0552  4.1951  4.7005
Si  9.6599  4.0522  4.8256
Si  1.4302  6.7696  4.9097
Si  6.8464  6.8375  4.7559
Si  4.1563  9.5212  4.8056
Si  9.5637  9.5744  4.7578
Si  2.7973  -0.0088  6.0669
Si  8.274  -0.0585  6.2768
Si  0.238  2.6688  6.1838
Si  5.4715  3.0243  6.0432
Si  2.9529  5.346  6.4014
Si  8.2419  5.4755  6.0448
Si  -0.0133  8.2433  6.1298
Si  5.5668  8.1864  6.2197
Si  4.0601  1.6035  7.2407
Si  10.0203  1.0864  7.4754
Si  1.9376  3.4947  7.7574
Si  6.721  4.5296  7.592
Si  4.6601  6.6204  7.7619
Si  9.3456  7.0072  7.4432
Si  1.2224  9.797  7.4181
Si  7.1429  9.2194  7.7718
O  4.1889  1.6094  23.4024
O  9.4361  6.9106  23.1802
N  3.0218  2.2743  8.4982
O  6.4305  9.9022  9.1351
O  12.2523  4.7703  20.5968
O  5.4894  7.9517  20.9502
N  6.0636  5.8671  8.5679
O  7.5054  3.486  8.5834
O  5.4168  0.8868  7.9009
N  8.1024  7.8197  8.3972
O  3.9671  7.4358  9.031
O  1.0931  4.1187  9.0272
O  11.0732  -0.0666  8.0728
O  7.8764  7.2006  13.042
O  8.6046  2.5147  22.4069
O  -0.1922  10.9345  22.4895
O  6.6619  4.1841  23.1842
O  2.3019  3.3014  22.5845
O  7.4922  8.8179  22.5239
N  5.0598  10.3134  22.1935
Si  12.8528  4.028  15.0136
Si  9.3975  2.1135  21.0394
Si  9.1215  4.8016  11.3079
Si  20.7437  10.3691  15.4287
Si  8.5076  1.4069  13.8209
Si  3.271  1.7466  10.1657
Si  -2.0002  8.2789  17.6877
Si  -4.9777  11.4619  9.3931
Si  10.3857  2.2278  15.8933
Si  2.0491  10.1447  11.5856
Si  19.4249  13.4289  18.2572
Si  0.7739  7.3127  17.8041
Si  11.8818  3.7191  21.7708
Si  5.3546  8.6121  14.135
Si  4.1808  7.1066  21.5039
Si  6.2813  9.2923  21.4961
Si  7.4484  -2.5002  12.104
Si  18.1647  17.7519  9.5799
Si  -2.134  6.22  13.9136
Si  13.9254  -3.617  12.5163
Si  8.279  2.4792  9.6021
Si  9.988  10.1956  12.4927
Si  6.8446  6.6156  16.1967
Si  0.4115  5.5184  9.4997
Si  1.8941  -1.0607  19.085
Si  0.8462  11.5408  21.3766
Si  2.3822  5.3325  19.5208
Si  8.1922  -0.2293  19.5106
Si  3.5037  4.1168  12.3353
Si  3.4361  9.9467  21.5887
Si  3.6724  11.1018  14.2122
Si  14.2054  3.1913  17.5419
Si  5.6997  13.5608  13.7509
Si  2.5341  -3.0169  9.6413
Si  0.8104  6.9743  14.76
Si  6.0191  3.755  16.7432
Si  1.698  -10.2618  16.6322
O  6.3886  9.2689  13.0303
O  -0.8474  7.1562  17.9725
O  10.6548  5.2335  10.9485
O  2.362  11.1655  21.9631
O  1.2518  -2.5334  18.91
O  7.1143  1.9843  13.2245
O  3.1646  3.116  11.0781
O  3.4326  6.3544  20.2499
O  4.5602  9.8659  14.8009
O  2.6739  11.642  15.3492
O  2.5515  3.6466  13.5753
O  18.3004  3.4107  17.5722
O  7.2628  1.2834  9.9807
O  9.5786  1.8575  8.8634
O  7.5501  -3.4727  17.4155
O  8.8297  3.0076  19.7783
O  2.1836  12.8987  17.5735
O  3.2991  9.8049  19.9415
O  8.134  5.7258  10.3855
O  5.8872  5.4056  16.766
O  4.6202  1.4069  13.7764
O  10.2219  6.0066  8.4347
O  1.191  16.3756  14.96
O  4.8616  2.852  17.4737
O  11.3518  -0.8961  11.6408
O  13.6925  -0.3777  12.9925
O  1.5359  6.6547  9.6098
O  3.1804  5.7238  12.0246
N  3.1536  8.3041  22.2349
O  2.1205  -0.5879  17.556
O  8.7888  3.2585  10.9357
O  1.2654  9.3196  23.7798
O  5.0766  14.7505  12.7821
O  16.9994  3.2661  15.1941
O  9.4167  0.8012  12.5914
N  -0.0022  11.521  16.1218
O  1.9266  9.1369  8.7528
O  20.762  2.7141  17.3411
O  1.5703  -4.9682  18.2473
O  9.3768  9.1404  16.3756
O  8.4018  0.1988  14.9671
O  16.9656  7.7171  15.3135
O  7.9958  -5.0694  15.2846
O  10.8748  15.5516  22.6976
O  9.0777  11.4892  20.6378
O  -1.9438  4.9251  12.935
O  8.8722  9.3503  18.914
N  11.1439  2.2427  21.2237
O  13.9785  4.0669  16.1775
O  4.736  1.0025  10.3675
O  11.7783  -0.0916  19.8852
O  17.7772  10.1693  20.2344
O  2.2723  0.5087  10.5912
N  2.6819  8.5138  11.2455
O  1.061  7.6986  16.2201
O  10.3914  20.6821  14.0262
O  3.1594  4.051  18.9097
O  7.9875  0.9062  18.3253
O  10.1923  6.9685  14.291
O  9.312  13.4744  14.695
O  11.7303  2.965  15.4319
O  12.6919  -3.3709  13.5761
O  -4.2244  -3.111  10.7703
O  4.3698  7.6171  13.3123
O  8.7987  9.3066  11.7854
O  4.6953  5.9839  22.5916

Results
free energy: -131993.065 eV
free energy less fixed offsets of N -385.13, O -568.88, Si -635.61 eV per atom: -3.255 eV

Forces (eV/angstrom), in the order of the atoms: element, x, y, z
Si  -0.0296  0.1493  -0.046
Si  0.0434  -0.0329  0.2894
Si  -0.0389  -0.0632  0.1201
Si  -0.1232  -0.2493  0.107
Si  0.1793  0.3051  0.1229
Si  0.0382  -0.0976  0.0536
Si  -0.0333  0.2242  0.1004
Si  0.1168  0.0303  -0.0989
Si  0.2463  -0.1955  -0.4095
Si  -0.1216  0.1064  -0.379
Si  0.0382  -0.0283  -0.2097
Si  0.029  -0.1192  -0.197
Si  -0.144  0.0325  -0.3718
Si  -0.1184  -0.012  -0.2659
Si  -0.0519  0.0788  -0.5317
Si  0.0949  -0.106  -0.0703
Si  -0.1462  0.0372  0.0935
Si  0.0733  0.053  0.0132
Si  -0.008  0.1159  0.079
Si  0.0318  -0.0609  0.0016
Si  0.0535  0.0757  0.0429
Si  -0.0459  0.043  0.0914
Si  0.1646  0.0918  0.0215
Si  -0.0333  0.0108  0.1613
Si  0.1452  0.1067  0.1269
Si  -0.1886  0.0463  -0.3533
Si  -0.2892  -0.1211  -0.1081
Si  -0.2861  -0.1768  0.1782
Si  -0.0951  0.1424  -0.2926
Si  0.0031  0.0323  0.1356
Si  -0.2934  -0.1698  -0.0157
Si  -0.0828  0.0915  -0.1781
Si  0.0049  -0.1362  -0.0369
Si  -0.0827  -0.0135  -0.0092
Si  0.0573  -0.0734  -0.0171
Si  0.0034  0.0377  -0.0136
Si  -0.0602  -0.0269  -0.0083
Si  -0.0826  -0.2002  -0.0004
Si  -0.0046  0.0135  -0.0159
Si  0.1616  0.0538  -0.0162
Si  -0.0223  0.0137  -0.0144
Si  0.0165  -0.0077  -0.0404
Si  -0.0839  0.1262  0.0167
Si  0.0395  -0.0346  -0.023
Si  0.0013  -0.02  -0.0305
Si  -0.0064  0.0509  -0.0271
Si  0.0402  0.0294  -0.0257
Si  -0.0924  0.0662  0.0129
Si  0.0505  -0.0501  0.0235
Si  0.0332  -0.0198  0.0138
Si  -0.0387  0.0387  0.0238
Si  0.0331  -0.086  -0.011
Si  0.0194  -0.0283  0.0262
Si  0.0654  -0.0876  0.0205
Si  0.0633  -0.023  -0.0129
Si  -0.143  0.0588  0.0185
Si  0.0232  0.1229  0.0235
Si  -0.0091  -0.0134  -0.0274
Si  -0.0046  -0.0108  -0.0442
Si  -0.0606  0.0812  0.0762
Si  0.088  -0.001  -0.0812
Si  -0.005  0.1515  0.0643
Si  -0.1513  -0.0062  0.0639
Si  0.1132  0.0693  -0.0078
Si  -0.1016  -0.0093  -0.3157
Si  0.1733  0.1309  0.4585
Si  0.035  0.0825  -0.4389
Si  0.4015  -0.2193  0.4378
Si  0.4236  -0.137  0.4925
Si  -0.0195  0.5606  -0.5901
Si  0.1424  -0.3879  0.5309
Si  -0.0448  0.0345  -0.2529
Si  -0.0449  -0.0363  -0.1847
Si  0.0703  -0.1786  0.1315
Si  0.0503  -0.0698  -0.094
Si  0.0584  -0.1704  -0.0477
Si  0.0047  -0.0302  0.1001
Si  -0.0362  -0.0498  -0.041
Si  0.1118  -0.1463  -0.0792
Si  -0.006  0.1067  0.0727
Si  0.0846  0.0055  0.1984
Si  -0.0855  0.0007  0.3782
Si  -0.096  0.1281  0.1684
Si  -0.0143  0.0247  0.4063
Si  -0.0735  0.0198  0.57
Si  0.0965  0.0501  0.3498
Si  -0.0152  -0.0825  0.3032
Si  0.0191  0.1865  0.3401
Si  0.5061  -0.3345  -0.098
Si  0.0024  -0.2266  0.1379
Si  -0.3028  0.4414  -0.1726
Si  0.4174  -0.4419  -0.4007
Si  -0.2831  0.3531  -0.2162
Si  0.3555  -0.2773  -0.2562
Si  -0.2106  0.0869  0.2147
Si  0.089  0.0533  -0.4685
O  -0.1719  -0.0873  0.329
O  0.0448  -0.2409  0.4256
N  -0.0358  0.269  -0.1744
O  0.0043  0.1123  0.0045
O  -0.036  0.0189  -0.0546
O  0.0885  -0.1206  -0.0798
N  -0.3216  -0.1491  -0.0959
O  -0.0092  -0.0521  0.1622
O  -0.0674  0.1006  0.0438
N  -0.1712  0.4621  0.1158
O  -0.1469  -0.0347  -0.0876
O  -0.0211  0.0907  0.0077
O  -0.0764  0.1255  -0.6039
O  -0.0193  0.0313  -0.0143
O  -0.0178  0.0844  -0.0538
O  0.0116  -0.1215  0.1784
O  0.1211  0.0027  0.3663
O  -0.01  0.0226  0.0635
O  0.0275  -0.0092  0.0936
N  -0.2159  0.3473  0.264
Si  0.0668  0.0362  -0.0196
Si  -0.1672  -0.0056  -0.0716
Si  -0.1224  0.1406  0.1483
Si  0.0209  -0.0855  0.0563
Si  0.0502  -0.0573  0.1938
Si  -0.221  -0.0353  0.1023
Si  0.0627  0.0583  -0.1177
Si  -0.1065  -0.1787  -0.2627
Si  -0.2705  -0.0148  0.0324
Si  -0.0239  0.1776  0.2161
Si  0.0395  -0.0552  0.0245
Si  -0.0562  0.0254  -0.0156
Si  0.1475  0.0099  0.0092
Si  -0.0509  -0.0775  -0.0026
Si  0.0966  -0.0586  -0.206
Si  0.0189  -0.0767  -0.0429
Si  0.2302  -0.1072  0.1307
Si  0.0772  -0.1293  -0.3134
Si  -0.0258  0.0994  0.0432
Si  0.0733  0.005  0.3063
Si  0.1141  0.2606  -0.2204
Si  -0.0031  0.0296  0.1576
Si  0.1089  -0.017  -0.0388
Si  -0.2361  -0.0847  -0.1592
Si  0.0626  -0.1494  0.0067
Si  -0.0969  0.0403  -0.2435
Si  -0.0349  0.016  -0.0468
Si  0.0123  0.0362  -0.1454
Si  0.0897  0.003  0.1772
Si  0.2669  -0.2146  -0.2392
Si  -0.0112  -0.0165  -0.0046
Si  -0.0388  0.0048  -0.0679
Si  -0.0237  0.0721  0.0683
Si  0.119  0.1639  -0.2243
Si  -0.064  0.0372  0.0945
Si  0.0413  -0.0738  -0.0716
Si  0.0589  -0.0508  0.0064
O  0.0023  0.044  -0.0405
O  0.0417  -0.0209  0.0533
O  0.1352  0.0442  -0.1274
O  0.1448  -0.0655  0.0191
O  -0.019  0.0268  -0.0012
O  0.0432  -0.0374  -0.0343
O  0.0032  -0.0941  -0.0488
O  0.1132  0.0286  0.0883
O  0.049  -0.0195  0.057
O  -0.0092  0.0232  -0.026
O  -0.0274  0.0193  -0.068
O  -0.0177  0.0458  0.0159
O  -0.0754  -0.1081  0.0604
O  -0.0858  0.0179  -0.0408
O  -0.0931  -0.0397  0.0315
O  0.0762  0.0259  0.0638
O  0.01  0.0295  0.0399
O  0.0039  0.0727  0.1367
O  0.0109  0.033  0.0387
O  -0.039  0.0214  0.0296
O  0.0096  -0.0241  0.0019
O  0.0701  -0.0453  0.0662
O  -0.0344  -0.0447  -0.034
O  -0.0297  0.0083  -0.008
O  0.0345  0.0037  -0.0877
O  -0.0324  -0.0229  -0.0751
O  0.0187  -0.0872  0.0507
O  -0.0155  0.0117  -0.0555
N  -0.3597  0.0679  0.4565
O  -0.0195  -0.0131  -0.0027
O  -0.0623  -0.1137  -0.1172
O  -0.0604  0.1008  0.1781
O  -0.0814  0.0074  -0.0657
O  -0.054  -0.0025  -0.013
O  -0.0094  0.0355  -0.0335
N  0.0036  0.0918  -0.0555
O  0.0924  -0.0477  -0.1292
O  -0.0333  0.0287  0.0172
O  0.0471  -0.0512  0.0881
O  -0.0083  -0.0298  0.0144
O  0.0399  0.0988  -0.0381
O  -0.0327  0.021  0.0532
O  0.0216  0.0291  -0.0199
O  -0.0126  -0.021  -0.1783
O  0.039  -0.0715  0.0653
O  0.0132  -0.0558  -0.192
O  0.0172  0.0099  0.0563
N  0.0275  0.0571  0.1956
O  0.0161  0.0152  0.0015
O  0.1521  -0.0995  -0.0273
O  -0.0665  0.0342  0.1519
O  0.0016  -0.1183  0.0683
O  0.0231  0.0553  -0.1002
N  0.0456  -0.0847  -0.1137
O  0.0391  0.0056  -0.005
O  0.0066  -0.0724  -0.0465
O  -0.0006  -0.0412  0.012
O  -0.0132  -0.0051  0.0485
O  0.0473  -0.0391  0.0016
O  0.0109  0.0179  -0.0855
O  0.0937  0.0364  0.0025
O  0.0293  -0.0424  -0.06
O  -0.1134  -0.1008  -0.1341
O  -0.0728  -0.0218  -0.0462
O  -0.0264  0.0048  -0.0425
O  -0.0217  0.0082  0.0551

The program warned: the cutoff lies below the one the program advises for these potential files; the forces do not sum to zero within the program's tolerance; the exchange-correlation potential is rough where the density is thin.
